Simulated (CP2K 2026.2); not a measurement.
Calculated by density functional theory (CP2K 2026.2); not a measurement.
Periodic cell of 504 atoms, Si360O144, from a study of silicon, its oxide and their interface. The atomic structure is a simulated model.
Doubt: the forces sum to 2.54 eV/angstrom along one axis rather than to zero, so they err by at least 0.0050 eV/angstrom per atom on average; the grid cutoff is modest.

Settings: functional PBE; method Gaussian and plane waves; basis set DZVP-MOLOPT-SR-GTH; pseudopotentials GTH-PBE; grid cutoff 350 Ry, relative cutoff 50 Ry; k points Gamma only; occupations fixed; spin none; net charge 0.

Cell vectors (angstrom)
a 16.32 0 0
b 0 16.32 0
c -7.069 -5.6843 33.62

Atoms and the computed forces on them: element, x, y, z (angstrom), force x, y, z (eV/angstrom)
Si 1.113 15.19 0.064 0.117 -0.121 0.67
Si 4.299 1.109 0.025 -0.167 0.144 0.784
Si 1.154 4.271 0.178 0.238 -0.06 0.724
Si 3.823 7.25 0.173 0.009 -0.2 0.791
Si -5.562 3.683 33.589 -0.207 0.2 0.754
Si -2.748 6.21 33.539 -0.17 0.316 0.705
Si 6.5 15.195 0.017 0.174 -0.11 0.766
Si 9.252 1.636 0.107 0.054 -0.211 0.748
Si 6.998 3.82 0.07 -0.208 0.114 0.73
Si 9.63 6.441 0.122 -0.067 0.267 0.702
Si 6.68 9.802 0.158 0.077 -0.141 0.697
Si 9.809 12.087 0.108 -0.112 0.107 0.737
Si 12.659 14.692 0.055 -0.142 0.046 0.715
Si 15.293 1.151 0.202 -0.087 0.052 0.679
Si 11.892 4.216 0.054 0.311 -0.091 0.667
Si 15.318 6.556 0.087 -0.281 0.091 0.73
Si 11.894 9.754 0.003 0.106 -0.163 0.683
Si 7.655 6.634 33.525 0.226 -0.118 0.733
Si 2.712 -0.006 1.362 0.015 -0.007 -0.041
Si 5.432 2.672 1.371 -0.005 -0.024 -0.067
Si 2.763 5.502 1.358 -0.004 -0.003 -0.076
Si 5.459 8.271 1.476 0.011 0.001 -0.056
Si 2.714 10.882 1.307 0.012 -0.01 -0.071
Si 5.365 13.577 1.266 -0.005 -0.008 -0.039
Si 8.114 -0.005 1.334 -0.031 0.007 -0.062
Si 10.834 2.695 1.458 -0.022 -0.015 -0.061
Si 8.089 5.366 1.464 -0.012 -0.017 -0.06
Si 10.782 8.145 1.304 -0.004 -0.035 -0.043
Si 8.213 10.971 1.438 0.027 0.01 -0.033
Si 11.004 13.628 1.371 0.001 -0.004 -0.068
Si 13.696 -0.042 1.426 -0.006 0.007 -0.067
Si 0.05 2.726 1.526 0.004 0.016 -0.028
Si 13.591 5.402 1.241 -0.009 0.002 -0.058
Si 0.033 8.182 1.383 0.01 0.002 -0.07
Si 13.55 10.836 1.302 -0.023 0.011 -0.067
Si -0.033 13.531 1.265 -0.011 -0.006 -0.039
Si 1.442 1.365 2.797 0.008 -0.017 0.033
Si 4.102 4.098 2.695 -0.01 -0.013 0.019
Si 1.392 6.829 2.76 0.009 0.004 0.041
Si 4.065 9.603 2.789 -0.026 0 0.037
Si 1.358 12.244 2.655 -0.009 -0.002 0.013
Si 4.038 14.907 2.699 0.009 0.009 0.034
Si 6.788 1.332 2.76 0.009 0 0.04
Si 9.491 4.055 2.828 -0.002 -0.002 0.028
Si 6.773 6.808 2.759 0.006 0.008 0.011
Si 9.494 9.498 2.743 0.011 -0.004 0.024
Si 6.791 12.327 2.708 -0.021 0.021 0.021
Si 9.544 14.975 2.657 -0.007 -0.011 0.013
Si 12.258 1.32 2.717 0.012 0.006 0.004
Si 14.897 4.085 2.734 0.007 0.021 0.005
Si 12.246 6.805 2.631 -0.008 0.007 -0.009
Si 14.933 9.514 2.679 -0.016 0.003 0.005
Si 12.284 12.222 2.748 0.019 -0.005 0.048
Si 15.021 14.893 2.759 0.015 -0.021 0.045
Si 0.046 -0.024 4.098 -0.01 -0.013 -0.016
Si 2.77 2.754 4.112 0.01 -0.006 0.007
Si -0.018 5.452 4.068 0.002 -0.014 -0.021
Si 2.732 8.188 4.123 0.025 -0.017 -0.004
Si -0.005 10.879 4.028 0.011 0.002 -0.012
Si 2.689 13.582 4.077 0.009 0.008 0.004
Si 5.414 -0.042 4.073 0.004 0.009 -0.024
Si 8.137 2.682 4.145 -0.005 -0.008 0.002
Si 5.432 5.436 4.1 0.005 -0.013 0.006
Si 8.145 8.157 4.109 -0.003 0.014 0
Si 5.451 10.956 4.099 -0.012 -0.002 -0.009
Si 8.181 13.643 4.06 -0.011 0.005 0.002
Si 10.879 -0.013 4.069 -0.001 0.001 0.004
Si 13.581 2.705 4.092 -0.004 0.006 0.013
Si 10.898 5.466 4.068 -0.004 0.012 -0.018
Si 13.586 8.148 4.044 -0.022 -0.019 -0.009
Si 10.887 10.86 4.076 -0.007 0.02 -0.013
Si 13.633 13.572 4.118 -0.012 0.006 -0.009
Si 1.348 -1.347 16.31 0.003 0.001 -0.019
Si 4.073 1.371 16.309 0.004 -0.003 -0.013
Si 1.367 4.079 16.35 0.006 -0.002 0
Si 4.072 6.802 16.326 -0.004 0.003 -0.001
Si 1.353 9.52 16.279 0 0.002 -0.017
Si 4.09 12.243 16.294 0.001 0.002 -0.019
Si 6.818 -1.345 16.309 0.003 0.012 -0.016
Si 9.527 1.344 16.312 0.002 -0.013 -0.012
Si 6.817 4.086 16.3 0 0.001 -0.009
Si 9.527 6.808 16.323 -0.001 -0.001 -0.013
Si 6.807 9.534 16.34 -0.007 0.008 -0.002
Si 9.515 12.233 16.329 -0.014 0.002 -0.009
Si 12.258 -1.375 16.345 0.002 0.005 -0.011
Si -1.364 1.349 16.328 0.003 -0.002 -0.009
Si 12.234 4.072 16.31 -0.004 0.002 -0.008
Si -1.368 6.788 16.29 0.003 -0.002 -0.013
Si 12.23 9.519 16.342 -0.002 -0.005 0.003
Si -1.397 12.237 16.331 0 -0.018 -0.015
Si 2.731 -0.009 17.666 -0.015 -0.005 0.015
Si 5.443 2.741 17.645 0.009 -0.014 -0.004
Si 2.714 5.463 17.72 -0.006 0.008 -0.004
Si 5.421 8.178 17.673 0.006 0.011 0.02
Si 2.686 10.909 17.619 0.007 -0.006 0.004
Si 5.485 -2.74 17.641 -0.009 0.006 -0.022
Si 8.159 0.017 17.691 -0.006 -0.017 0.014
Si 10.893 2.688 17.666 -0.007 0.004 -0.001
Si 8.184 5.431 17.665 -0.01 -0.002 0.008
Si 10.867 8.165 17.71 -0.007 -0.003 0.003
Si 8.18 10.877 17.724 0.003 -0.001 0.003
Si 10.882 -2.74 17.681 0.006 0.003 0.011
Si -2.703 -0.011 17.719 0.005 -0.008 0.002
Si 0.007 2.688 17.686 0.002 0.001 0.011
Si -2.74 5.451 17.652 0.012 0.006 0.015
Si 0.018 8.131 17.622 0.008 0.009 -0.006
Si -2.736 10.866 17.72 0.011 0.02 0.025
Si -0.072 -2.662 17.654 0.008 0.006 -0.025
Si 1.353 1.297 19.057 -0.017 0.002 -0.021
Si 4.121 4.101 19.026 0.005 0.006 -0.006
Si 1.319 6.821 19.075 0.013 -0.006 -0.014
Si 3.999 9.543 18.992 0.001 -0.021 -0.047
Si 1.31 12.306 18.927 0.009 -0.01 -0.019
Si 4.154 -1.366 18.971 -0.005 0.008 -0.028
Si 6.793 1.417 19.03 0.008 0.008 -0.044
Si 9.545 4.043 19.015 -0.015 -0.003 -0.019
Si 6.832 6.821 18.994 -0.014 0.019 -0.045
Si 9.544 9.532 19.115 0.01 -0.005 -0.014
Si 6.803 12.239 19.06 -0.001 0.004 -0.01
Si 9.52 -1.376 19.026 -0.013 0.003 -0.038
Si 12.235 1.335 19.055 -0.016 0.006 -0.001
Si -1.38 4.083 18.982 0.027 -0.023 -0.035
Si 12.224 6.787 19.049 -0.002 -0.012 -0.012
Si -1.323 9.45 18.991 -0.019 0.016 -0.029
Si 12.202 12.228 19.092 -0.008 -0.008 -0.041
Si -1.369 -1.347 19.137 0.008 -0.007 0.018
Si 0.028 -0.053 20.551 0.033 0.035 0.059
Si 2.767 2.705 20.32 -0.002 -0.013 0.057
Si -0.051 5.425 20.389 -0.007 0.007 0.072
Si 2.624 8.238 20.428 0.005 0.022 0.056
Si -0.022 10.926 20.263 -0.013 0.008 0.053
Si 2.722 -2.695 20.251 0.003 -0.011 0.05
Si 5.497 -0.014 20.36 0.01 -0.004 0.062
Si 8.134 2.787 20.414 -0.008 0.002 0.044
Si 5.468 5.493 20.367 -0.006 0.004 0.066
Si 8.185 8.141 20.422 -0.009 -0.006 0.052
Si 5.379 10.882 20.34 -0.018 -0.009 0.075
Si 8.2 -2.761 20.422 0.011 0.003 0.066
Si 10.839 0.014 20.409 -0.012 -0.015 0.06
Si -2.722 2.722 20.357 0.001 0.014 0.064
Si 10.909 5.353 20.397 0.023 0.012 0.049
Si -2.666 8.099 20.385 0.011 -0.011 0.038
Si 10.918 10.831 20.537 0.004 -0.003 0.064
Si -2.809 -2.674 20.46 -0.016 0.002 0.063
Si 1.781 -1.164 21.743 -0.339 -0.104 -0.667
Si 3.93 1.16 21.63 0.166 0.139 -0.68
Si 1.18 3.842 21.581 0.134 0.206 -0.781
Si 4.252 7.057 21.617 -0.161 -0.116 -0.77
Si 1.506 9.915 21.703 -0.083 -0.258 -0.699
Si 3.786 12.074 21.599 0.2 0.023 -0.705
Si 7.132 -1.102 21.668 -0.171 -0.119 -0.753
Si 9.278 1.209 21.706 0.171 0.161 -0.748
Si 7.094 4.464 21.722 -0.109 -0.143 -0.774
Si 9.416 6.572 21.697 0.054 0.194 -0.685
Si 6.479 9.249 21.59 0.132 0.068 -0.759
Si 9.733 12.419 21.824 -0.19 -0.273 -0.72
Si -4.44 -1.566 21.798 0.261 0.172 -0.723
Si -1.117 1.68 21.683 -0.152 -0.328 -0.723
Si -3.878 4.176 21.784 -0.21 -0.128 -0.721
Si -1.682 6.452 21.76 0.212 0.096 -0.772
Si -3.699 9.679 21.75 -0.27 -0.07 -0.702
Si -1.605 12.012 21.592 0.032 0.111 -0.701
Si 2.865 10.925 26.259 0.067 0.017 -0.114
Si 6.414 4.042 24.716 0.016 0.035 -0.146
Si 9.134 0.914 28.46 -0.004 -0.055 -0.001
Si -3.106 6.813 30.48 0.021 -0.074 0.092
Si 4.588 -3.626 24.484 -0.056 -0.037 -0.049
Si 2.738 11.038 30.929 -0.083 0.03 -0.037
Si 6.585 10.246 24.459 -0.058 -0.081 -0.084
Si 9.418 7.345 29.208 -0.025 -0.084 -0.031
Si 9.105 -1.292 26.135 0.174 0.075 -0.083
Si 1.793 -3.629 28.628 -0.003 0.031 0.088
Si 6.263 7.719 28.978 0.072 0.118 -0.024
Si 0.41 9.847 24.666 0.061 0.137 -0.18
Si 2.415 5.68 23.764 -0.027 0.043 -0.188
Si 9.169 5.061 31.172 -0.055 0.008 0.148
Si 0.937 -1.38 24.568 0.105 0.024 -0.08
Si -5.491 6.708 26.436 -0.031 0.026 -0.007
Si 9.336 4.319 25.921 -0.056 -0.037 0
Si -0.934 -3.707 24.462 0.047 0.041 -0.112
Si -0.874 -2.093 28.282 0.013 0.106 0.092
Si 11.003 2.443 24.059 0.009 0.013 -0.17
Si 10.923 8.286 23.863 0.038 -0.054 -0.038
Si -3.125 -2.666 26.194 0.045 0.12 -0.196
Si -2.255 1.611 30.912 0.024 0.018 0.088
Si -0.096 6.424 29.66 -0.115 -0.138 0.074
Si 6.355 -1.303 24.588 -0.034 -0.005 -0.102
Si -4.17 -2.685 31.559 0.068 -0.047 0.078
Si 9.327 10.833 24.481 0.026 0.132 -0.111
Si 4.966 8.627 26.344 -0.091 -0.009 0.022
Si -4.144 1.893 28.686 0.113 0.043 0.004
Si 0.152 3.472 30.863 0.058 -0.02 0.102
Si 5.286 4.884 28.632 0.109 -0.039 0.018
Si -0.261 7.06 24.498 0.033 -0.109 -0.059
Si 7.593 -3.987 30.951 -0.014 0.084 0.049
Si 4.931 1.46 24.533 -0.013 -0.024 -0.113
Si 1.352 8.265 31.527 -0.056 0.076 0.213
Si 2.652 0.427 26.422 -0.103 -0.029 -0.014
Si 2.257 1.327 30.831 -0.057 0.036 -0.02
Si 5.795 -1.645 30.887 -0.126 -0.097 0.007
Si -0.922 1.067 24.49 -0.015 0.109 0.021
Si -5.126 9.097 30.75 0.056 -0.076 0.1
Si -3.492 4.907 28.054 0.007 0.099 0.074
Si -1.611 -1.163 30.999 0.004 -0.047 0.106
Si 8.166 3.725 28.541 0.091 0.089 0.178
Si 5.063 2.782 30.811 0.043 0.018 0.131
Si -0.552 5.32 27.007 -0.037 0.013 -0.032
Si -5.764 -4.41 29.823 -0.019 0.022 -0.014
Si 10.53 -3.995 26.845 -0.169 0.05 -0.043
Si 7.415 0.929 30.924 0.009 0.073 -0.02
Si 4.279 5.686 25.967 0.061 0.071 -0.056
Si -1.664 0.694 27.308 -0.03 0.02 0.012
Si 3.328 -0.905 29.071 -0.053 0.017 0.101
Si 5.466 10.126 30.814 -0.037 0.072 0.055
Si -4.614 -0.425 24.693 -0.081 -0.077 -0.048
Si 0.391 2.543 26.618 0.014 -0.032 -0.113
Si 1.375 14.946 5.469 0 0.001 0.016
Si 4.101 1.355 5.451 0.004 -0.005 0.007
Si 1.352 4.091 5.432 0.002 0.02 0.008
Si 4.08 6.803 5.459 -0.01 0.009 0.015
Si 1.34 9.538 5.438 0.003 0.006 0.002
Si 4.069 12.265 5.458 0.003 0.009 0.014
Si 6.809 14.967 5.443 -0.001 0.006 0.006
Si 9.531 1.336 5.461 -0.011 0 0.012
Si 6.791 4.077 5.467 0.003 -0.001 0.012
Si 9.532 6.807 5.445 0.007 -0.018 0.013
Si 6.787 9.542 5.44 -0.009 -0.005 0.008
Si 9.518 12.241 5.414 0.003 -0.01 0.008
Si 12.241 14.945 5.432 0.001 -0.003 0.01
Si 14.968 1.345 5.426 0.005 -0.005 0.003
Si 12.232 4.084 5.438 -0.013 -0.004 0.018
Si 14.95 6.809 5.428 -0.002 0.005 0.007
Si 12.247 9.507 5.432 0.009 -0.003 0.005
Si 14.989 12.215 5.453 0.01 0.008 0.009
Si 2.733 0.002 6.811 -0.003 -0.005 0.003
Si 5.444 2.713 6.825 0.007 -0.006 0.003
Si 2.707 5.446 6.806 0.001 -0.006 0.001
Si 5.442 8.169 6.806 0 -0.004 0.003
Si 2.712 10.887 6.804 0.002 0.004 0
Si 5.444 13.614 6.808 -0.009 0.002 0.006
Si 8.163 -0.007 6.819 0.003 0.006 0.004
Si 10.88 2.722 6.804 -0.005 0.001 0.005
Si 8.169 5.442 6.802 0 0.001 0.007
Si 10.887 8.162 6.806 -0.004 0.005 -0.001
Si 8.162 10.889 6.793 -0.005 0.003 -0.002
Si 10.878 13.589 6.79 -0.006 0.006 0.003
Si 13.599 -0.005 6.79 0 -0.002 -0.001
Si 0.002 2.715 6.789 0 -0.003 -0.002
Si 13.602 5.439 6.794 -0.002 0 -0.004
Si -0.014 8.169 6.796 -0.003 -0.002 0.004
Si 13.61 10.863 6.799 0.005 -0.01 -0.001
Si 0.009 13.587 6.818 0.006 0.001 0.001
Si 1.36 1.361 8.158 0.002 -0.009 -0.001
Si 4.07 4.08 8.162 -0.004 -0.007 -0.007
Si 1.35 6.81 8.159 0.002 -0.004 -0.001
Si 4.073 9.523 8.162 -0.011 -0.008 -0.001
Si 1.366 12.238 8.182 -0.002 0.007 -0.003
Si 4.091 -1.351 8.176 0.02 0.016 0
Si 6.81 1.36 8.179 0.006 0.01 0.005
Si 9.521 4.078 8.166 0 -0.004 0.002
Si 6.807 6.806 8.158 0.001 0.005 -0.007
Si 9.522 9.526 8.154 0.005 0 -0.003
Si 6.799 12.242 8.16 -0.01 -0.004 -0.004
Si 9.524 -1.374 8.164 -0.014 -0.002 -0.006
Si 12.245 1.36 8.156 0 0.005 -0.011
Si -1.357 4.077 8.152 0 0.003 -0.003
Si 12.243 6.795 8.162 0 0 -0.003
Si -1.362 9.514 8.173 0.001 0.005 -0.001
Si 12.244 12.232 8.149 0 -0.004 -0.006
Si -1.363 -1.364 8.156 0.003 -0.009 -0.004
Si -0.001 -0.003 9.515 -0.006 0.004 -0.008
Si 2.716 2.72 9.523 -0.001 0.003 -0.002
Si -0.004 5.442 9.515 0.01 0.003 -0.004
Si 2.714 8.164 9.522 0 0.002 -0.004
Si -0.001 10.876 9.531 0.001 -0.001 -0.002
Si 2.727 13.605 9.531 0.003 -0.003 -0.006
Si 5.448 0.004 9.537 -0.003 0.002 -0.002
Si 8.167 2.723 9.532 -0.005 0 0.005
Si 5.44 5.443 9.513 0.001 -0.002 -0.005
Si 8.165 8.165 9.518 0.001 -0.001 0
Si 5.438 10.883 9.52 0.003 -0.002 -0.005
Si 8.16 13.595 9.525 0 -0.005 -0.002
Si 10.884 -0.003 9.515 -0.002 0 -0.001
Si 13.604 2.719 9.516 0.002 -0.001 0.001
Si 10.883 5.438 9.523 -0.004 -0.004 0
Si 13.598 8.153 9.528 0.001 -0.003 -0.001
Si 10.883 10.879 9.515 -0.004 0 -0.005
Si 13.598 13.595 9.513 0.001 0.01 -0.008
Si 1.36 -1.355 10.882 -0.001 0.004 -0.002
Si 4.08 1.365 10.885 0.004 0.002 0
Si 1.357 4.084 10.876 -0.004 -0.002 -0.001
Si 4.081 6.802 10.874 -0.004 -0.001 -0.005
Si 1.359 9.518 10.891 0.007 -0.005 0.002
Si 4.082 12.241 10.888 0.003 0.004 -0.002
Si 6.807 -1.362 10.889 -0.001 0.006 0
Si 9.528 1.357 10.883 -0.005 0.006 0.005
Si 6.799 4.086 10.881 0.002 -0.001 0
Si 9.52 6.801 10.879 0 0.004 0.003
Si 6.803 9.524 10.876 -0.006 -0.006 -0.002
Si 9.522 12.235 10.877 0 0.001 -0.003
Si 12.243 -1.364 10.875 0.001 -0.009 0.001
Si -1.36 1.356 10.875 0.008 -0.002 0
Si 12.246 4.077 10.881 0 0.001 0.003
Si -1.361 6.796 10.885 -0.004 -0.009 0.001
Si 12.235 9.517 10.879 -0.004 0.007 0.001
Si -1.364 12.241 10.88 0 -0.004 0
Si 2.718 0.008 12.243 0 0.005 0.001
Si 5.442 2.725 12.241 -0.008 0.004 0.002
Si 2.721 5.442 12.233 0.004 -0.003 0.005
Si 5.444 8.161 12.232 0.003 0.001 -0.001
Si 2.72 10.88 12.248 -0.001 0 0
Si 5.441 13.602 12.246 0.001 -0.004 0.002
Si 8.17 -0.002 12.246 0.002 -0.006 0.008
Si 10.887 2.716 12.243 0.001 -0.002 0.004
Si 8.158 5.445 12.242 -0.01 0 0.003
Si 10.876 8.159 12.242 0 -0.005 0.005
Si 8.164 10.88 12.24 0.003 0.003 0.003
Si 10.882 13.596 12.232 -0.009 0.001 0.002
Si 13.602 -0.005 12.237 0 0.005 0.004
Si -0.002 2.72 12.231 0.003 0 0
Si 13.602 5.437 12.247 0.008 0.001 0.005
Si -0.004 8.157 12.248 0 0.002 0.005
Si 13.591 10.881 12.236 -0.001 -0.001 0.004
Si -0.002 13.601 12.237 0 0.002 0.001
Si 1.358 1.374 13.598 -0.012 0.008 0
Si 4.082 4.087 13.597 -0.002 -0.001 0.005
Si 1.36 6.792 13.599 0.005 -0.006 0.011
Si 4.091 9.519 13.595 0.008 -0.011 -0.002
Si 1.352 12.242 13.601 0.006 -0.006 0.007
Si 4.076 -1.355 13.6 -0.008 0.009 0.005
Si 6.803 1.361 13.596 0.001 -0.004 0.003
Si 9.523 4.082 13.594 -0.002 0 -0.001
Si 6.799 6.808 13.603 -0.004 0.005 0.001
Si 9.516 9.517 13.605 -0.003 0 0.003
Si 6.809 12.246 13.599 -0.006 0.007 0.004
Si 9.536 -1.365 13.601 0.004 -0.008 0.004
Si 12.244 1.351 13.603 -0.003 -0.003 0.008
Si -1.358 4.068 13.601 0.006 -0.004 0
Si 12.24 6.801 13.6 -0.003 0.001 0.002
Si -1.373 9.524 13.596 -0.007 0.011 0.006
Si 12.228 12.235 13.599 0.002 0.001 -0.002
Si -1.361 -1.364 13.6 0.01 -0.004 0.004
Si -0.004 0.01 14.949 0 0 -0.001
Si 2.718 2.737 14.959 -0.002 -0.001 -0.002
Si 0.006 5.421 14.961 -0.005 0.001 0.003
Si 2.727 8.157 14.945 0.006 0.011 0
Si -0.024 10.89 14.957 -0.001 -0.003 -0.006
Si 2.712 13.606 14.956 -0.002 -0.003 -0.006
Si 5.439 0.005 14.958 -0.006 -0.005 -0.001
Si 8.171 2.714 14.952 -0.006 0.004 -0.002
Si 5.437 5.447 14.96 0.001 -0.005 -0.001
Si 8.156 8.165 14.971 -0.004 -0.003 0.002
Si 5.456 10.88 14.953 0.003 0.003 -0.001
Si 8.173 13.602 14.96 0.001 -0.001 -0.007
Si 10.898 -0.016 14.971 0.001 -0.003 -0.002
Si -2.718 2.711 14.963 0.005 0.002 -0.004
Si 10.879 5.442 14.958 -0.001 0 -0.001
Si -2.73 8.169 14.961 0.006 -0.001 -0.007
Si 10.875 10.873 14.968 -0.005 0.006 0.002
Si -2.732 13.594 14.954 0.003 -0.003 0.005
O 4.576 1.777 22.988 0.233 0.529 0.134
O 0.732 9.587 23.096 -0.066 -0.061 0.179
O 0.036 8.809 32.296 -0.4 0.019 -0.5
O -4.413 3.452 23.155 0.024 0.133 0.296
O 5.375 8.147 22.094 0.089 0.195 0.564
O 9.805 5.814 25.554 -0.146 0.096 -0.488
O 10.342 11.323 25.609 0.333 -0.355 0.163
O 5.812 8.955 25.012 -0.126 -0.478 -0.331
O 7.023 9.973 22.933 0.248 0.244 0.16
O 1.261 2.463 30.235 0.167 -0.05 -0.313
O 6.454 3.936 23.109 -0.424 -0.541 0.09
O 9.281 10.663 33.23 -0.088 0.021 -0.432
O 3.751 -0.283 33.321 0.102 0.117 -0.264
O 5.09 -2.208 32.235 -0.04 -0.602 -0.073
O 6.677 -0.409 31.41 -0.061 0.072 0.535
O 5.414 6.377 29.205 -0.272 0.001 0.323
O 3.612 6.4 22.957 -0.072 0.049 0.187
O 3.784 1.826 30.915 0.104 -0.201 0.302
O 7.596 -3.733 32.55 -0.099 0.608 -0.042
O 9.107 -4.098 30.45 -0.042 -0.028 -0.079
O 1.777 10.043 25.479 0.268 -0.07 -0.108
O -1.848 0.564 25.7 -0.316 -0.048 0.115
O 6.614 -1.759 23.058 0.044 -0.629 -0.07
O 6.61 7.837 33.121 0.186 -0.055 -0.439
O 7.662 -1.535 25.48 -0.141 -0.102 0.057
O 5.123 -2.228 25.1 -0.317 0.238 0.573
O -5.398 -2.193 32.474 -0.124 -0.021 -0.261
O -2.413 1.2 32.457 0.448 -0.116 -0.148
O 4.757 -1.076 29.799 0.248 0.273 -0.117
O 0.401 3.568 32.462 0.464 -0.163 -0.078
O 8.26 5.522 22.202 -0.044 -0.12 0.147
O 2.261 9.514 31.121 0.258 -0.053 -0.251
O 1.77 1.066 32.351 -0.357 0.174 0.071
O -3.395 -3.899 32.303 0.086 -0.334 -0.508
O 1.827 4.436 22.944 -0.135 -0.072 0.376
O 1.092 -2.926 33.251 -0.052 0.145 -0.241
O 5.424 3.411 32.257 0.564 -0.194 0
O -6.133 4.282 32.168 0.096 -0.121 -0.275
O 2.699 10.958 22.112 -0.008 0.08 0.263
O -1.529 6.948 30.187 0.2 0.503 -0.06
O -4.08 3.405 28.125 -0.159 0.031 -0.083
O 7.946 1.623 32.285 -0.13 0.387 -0.175
O 1.645 -1.896 23.205 0.406 -0.316 0.072
O -0.053 2.314 25.062 -0.027 0.395 -0.503
O -0.833 -3.616 22.852 0.609 0.408 0.087
O 4.052 9.912 26.675 0.167 0.199 0.349
O -1.179 -2.21 29.863 0.141 -0.617 -0.016
O -4.087 8.891 23.13 0.248 -0.019 0.236
O 8.187 2.171 28.105 -0.345 -0.16 -0.445
O 9.578 -2.705 26.739 -0.099 -0.177 0.144
O -4.493 1.197 24.699 0.185 -0.008 0.417
O 10.819 -2.74 22.192 -0.195 0.12 0.259
O 9.29 4.358 27.554 0.372 0.135 0.318
O -4.068 -0.907 23.241 0.451 0.21 0.197
O 9.822 9.45 23.846 -0.222 0.006 -0.161
O -4.256 -3.601 26.784 0.094 -0.211 0.463
O 2.877 -4.602 32.379 0.517 -0.189 -0.234
O -0.749 -0.545 27.819 0.4 0.283 0.023
O 7.943 10.561 25.257 0.005 0.007 0.654
O 0.417 -3.015 28.074 -0.186 -0.263 -0.381
O -1.777 1.398 23.163 -0.596 0.001 0.164
O -1.494 0.307 30.33 0.32 0.093 -0.342
O 5.569 2.766 25.222 0.033 0.15 0.442
O -1.35 2.913 30.645 -0.275 0.183 -0.171
O -2.802 5.337 22.208 0.04 0.091 0.106
O -5.28 8.861 32.345 0.298 -0.235 0.119
O 2.809 -2.396 28.792 0.114 -0.12 -0.074
O 4.686 3.94 29.771 -0.338 0.195 -0.067
O 4.254 -3.429 22.921 0.245 0.313 0.13
O 2.816 0.056 22.08 0.077 0.122 0.453
O 2.282 11.576 27.591 -0.135 -0.231 -0.081
O -4.785 -3.149 30.136 0.028 0.364 -0.448
O 0.075 2.739 22.042 -0.089 -0.029 0.129
O 6.831 10.951 30.65 0.161 -0.178 -0.122
O -3.761 -1.228 25.812 0.2 0.346 0.246
O 8.976 -0.231 27.348 -0.253 0.067 -0.002
O 8.483 4.004 30.123 -0.305 -0.307 -0.035
O -5.01 7.836 25.372 0.514 0.433 0.341
O -4.969 10.672 30.487 0.404 -0.017 0.352
O 3.592 1.056 25.298 -0.048 0.36 -0.134
O 9.839 1.859 23.092 -0.146 0.247 0.498
O -4.416 2.57 33.235 -0.092 -0.177 -0.519
O -4.261 5.79 26.937 0.262 0.062 -0.223
O 10.279 7.09 22.981 0.272 -0.295 0.188
O -1.536 5.153 33.23 0.008 0.107 -0.429
O 0 6.423 28.047 0.242 0.418 -0.233
O 0.98 7.489 30.178 0.123 -0.043 -0.496
O 10.144 -0.784 24.993 -0.27 0.017 -0.491
O 8.135 5.881 32.14 -0.318 -0.091 -0.467
O 8.193 0.061 22.133 -0.094 0.149 0.167
O 9.173 11.909 23.274 -0.302 0.091 0.222
O 6.733 4.347 28.162 0.167 -0.206 -0.471
O 10.303 -4.708 28.264 -0.295 -0.244 -0.255
O -2.62 10.847 22.167 -0.03 0.19 0.585
O 9.311 -0.31 33.307 0.047 0.039 -0.474
O 5.084 9.802 32.353 -0.222 0.452 0.065
O 5.989 0.256 24.638 0.187 0.171 0.007
O 1.686 1.63 26.918 0.076 0.242 0.24
O 7.818 7.33 29.088 0.101 -0.322 -0.171
O 2.271 -0.05 29.973 -0.326 -0.249 0.195
O -3.156 -1.45 31.383 -0.265 0.333 -0.076
O 9.896 6.127 30.185 0.391 -0.165 -0.277
O 4.209 10.975 30.236 -0.003 0.153 -0.396
O 1.875 -0.844 25.766 0.161 -0.415 0.365
O -0.54 11.123 24.919 -0.347 -0.156 0.276
O -1.661 10.638 33.146 -0.084 -0.024 -0.556
O 9.84 8.696 29.97 -0.376 0.402 0.115
O 3.03 5.107 25.135 -0.025 -0.59 0.236
O 8.599 0.474 29.925 0.033 -0.493 0.136
O 5.714 11.569 24.594 0.066 0.048 0.292
O 10.376 3.243 25.315 0.293 -0.18 0.246
O 5.678 5.398 25.197 0.16 0.596 0.083
O 0.064 -2.616 25.123 0.185 -0.279 0.674
O -3.633 5.629 29.503 -0.556 -0.109 0.149
O 0.537 4.119 26.895 0.72 0.204 0.094
O 6.335 1.942 30.264 -0.054 0.038 -0.582
O 5.718 8.733 30.08 0.026 -0.158 0.227
O -3.357 6.51 32.054 -0.286 -0.112 -0.151
O -2.443 -3.343 24.895 -0.148 -0.292 -0.496
O 6.764 -2.777 30.26 -0.029 0.041 -0.579
O 3.514 -0.11 27.676 0.597 0.29 -0.15
O -3.697 1.866 30.242 -0.542 -0.003 0.462
O 0.044 -0.143 24.054 0.005 -0.131 -0.654
O 10.109 7.328 27.747 0.036 0.168 -0.064
O 0.239 4.932 30.195 0.147 -0.087 -0.231
O 2.122 7.203 32.462 -0.148 -0.224 -0.41
O 4.282 4.914 27.378 -0.553 -0.516 0.203
O -1.156 7.063 23.162 -0.023 0.193 0.236
O -0.341 8.518 25.183 -0.452 0.004 0.516
O -3.884 8.213 30.196 0.23 0.346 -0.544
O -1.954 4.782 27.588 -0.108 -0.431 -0.222
O 6.022 8.37 27.527 0.438 0.033 -0.153
O -0.803 2.03 27.592 0.016 0.413 0.403
O 3.751 5.233 33.17 -0.105 0.051 -0.3
O -0.783 5.961 25.549 -0.348 -0.115 -0.076
O 1.7 -4.413 30.046 -0.522 0.141 0.144
O -0.68 -1.276 32.304 0.176 0.079 -0.317
O 1.266 6.76 24.064 0.104 0.251 -0.152
O 3.321 -4.157 25.319 -0.239 0.261 -0.109
O 4.094 7.287 26.13 -0.254 0.246 0.088
O -3.14 0.872 27.921 -0.263 -0.196 -0.296
O -2.068 -2.648 27.388 -0.122 -0.416 0.224
O -5.641 1.343 28.544 0.059 0.033 0.025
O 7.897 3.991 25.31 0.008 -0.341 -0.082

Results
total energy: -101658.723 eV
total energy less fixed offsets of O -438.35, Si -107.03 eV per atom: -5.523 eV
